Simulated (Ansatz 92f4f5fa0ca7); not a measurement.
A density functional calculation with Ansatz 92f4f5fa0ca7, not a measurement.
Periodic cell of 225 atoms, Si132O91As1H1, from a study of silicon, its oxide and their interface. The atomic structure is a simulated model.
Doubt: the cutoff is far below the 930 eV that the study's wrapper takes by default for these files, so forces and energies are approximate.
This geometry differs little from another in the collection (a relaxation step or a small displacement).

Settings: functional PBE; potential files Ansatz PAW; basis plane waves; wave-function cutoff 580 eV; density cutoff ratio 5; exchange-correlation grid ratio 1; k mesh 1 x 1 x 1, Gamma-centred; self-consistency stop 5e-08 eV per atom in the density residual; occupations fixed; spin none; net charge 0.

Cell vectors (angstrom)
a  10.938  0  0
b  0  10.938  0
c  0  0  33.1673

Atoms: element, x, y, z (angstrom)
Si  0.1375  -0.0184  26.0563
Si  5.2039  0.1944  25.5289
Si  2.9814  2.4969  25.5826
Si  8.0784  2.8142  25.7515
Si  -0.2977  5.689  25.7279
Si  5.8429  5.0513  25.818
Si  2.3337  8.6006  25.5912
Si  8.38  7.9346  25.66
Si  1.4733  1.4859  27.1618
Si  6.7825  1.2922  26.9636
Si  4.1194  4.0229  27.0069
Si  9.5925  4.0569  27.0554
Si  1.3428  6.8626  26.935
Si  6.8376  6.8036  27.0323
Si  4.0987  9.5479  26.8954
Si  9.473  9.5418  27.0438
Si  2.7889  -0.0277  28.3909
Si  8.15  -0.0096  28.383
Si  0.0197  2.7697  28.4406
Si  5.4826  2.6893  28.3944
Si  2.7296  5.4687  28.3172
Si  8.218  5.4491  28.4051
Si  -0.0081  8.2091  28.3775
Si  5.4558  8.2055  28.3379
Si  4.1018  1.3673  29.749
Si  9.5708  1.3673  29.749
Si  1.3673  4.1018  29.749
Si  6.8362  4.1018  29.749
Si  4.1018  6.8362  29.749
Si  9.5708  6.8362  29.749
Si  1.3673  9.5708  29.749
Si  6.8362  9.5708  29.749
Si  0  0  31.1163
Si  5.469  0  31.1163
Si  2.7345  2.7345  31.1163
Si  8.2035  2.7345  31.1163
Si  0  5.469  31.1163
Si  5.469  5.469  31.1163
Si  2.7345  8.2035  31.1163
Si  8.2035  8.2035  31.1163
Si  1.3673  1.3673  32.4835
Si  6.8362  1.3673  32.4835
Si  4.1018  4.1018  32.4835
Si  9.5708  4.1018  32.4835
Si  1.3673  6.8362  32.4835
Si  6.8362  6.8362  32.4835
Si  4.1018  9.5708  32.4835
Si  9.5708  9.5708  32.4835
Si  2.7345  0  0.6835
Si  8.2035  0  0.6835
Si  0  2.7345  0.6835
Si  5.469  2.7345  0.6835
Si  2.7345  5.469  0.6835
Si  8.2035  5.469  0.6835
Si  0  8.2035  0.6835
Si  5.469  8.2035  0.6835
Si  4.1018  1.3673  2.0507
Si  9.5708  1.3673  2.0507
Si  1.3673  4.1018  2.0507
Si  6.8362  4.1018  2.0507
Si  4.1018  6.8362  2.0507
Si  9.5708  6.8362  2.0507
Si  1.3673  9.5708  2.0507
Si  6.8362  9.5708  2.0507
Si  0  0  3.418
Si  5.469  0  3.418
Si  2.7345  2.7345  3.418
Si  8.2035  2.7345  3.418
Si  0  5.469  3.418
Si  5.469  5.469  3.418
Si  2.7345  8.2035  3.418
Si  8.2035  8.2035  3.418
Si  1.3708  1.3813  4.7832
Si  6.8034  1.3924  4.7872
Si  4.1356  4.0693  4.7782
Si  9.5691  4.1187  4.8041
Si  1.3904  6.8206  4.8051
Si  6.7987  6.8484  4.7743
Si  4.091  9.573  4.8348
Si  9.5902  9.5744  4.6917
Si  2.726  0.0362  6.2055
Si  8.2262  -0.0021  6.0066
Si  0.0432  2.7857  6.1668
Si  5.4643  2.7278  6.2438
Si  2.7891  5.4259  6.1508
Si  8.1434  5.4689  6.1406
Si  0.0078  8.2601  6.0807
Si  5.4516  8.1881  6.2157
Si  3.9111  1.5473  7.6106
Si  9.7025  1.2196  7.3446
Si  1.7131  3.8387  7.5197
Si  6.5885  4.3507  7.5612
Si  4.3086  6.5623  7.5428
Si  9.3335  7.1121  7.3026
Si  1.003  9.9297  7.4321
Si  7.1636  9.355  7.3534
O  9.4173  6.7066  25.2575
O  4.0735  1.3376  25.0684
O  8.2448  8.2176  7.8893
O  2.7849  2.6891  8.0712
O  7.0163  3.9947  25.377
O  1.272  9.7903  25.8524
O  5.4686  5.4776  8.0295
O  -0.1427  0.1  7.8431
O  7.1907  3.7313  8.9746
O  6.6857  10.223  8.6578
O  10.1417  6.4597  8.5639
O  1.4882  9.4494  8.918
O  4.572  0.8672  8.9877
O  1.1636  4.6173  8.8668
O  8.9809  1.8036  8.6992
O  3.5149  7.0782  8.898
O  7.7545  8.5469  24.2384
O  8.617  2.2072  24.3022
O  5.2882  5.3896  24.3357
O  2.3012  3.2046  24.2426
O  10.7637  0.7125  24.6414
O  0.3862  5.085  24.3619
O  2.3321  8.6276  23.9295
O  5.8546  10.4322  24.154
Si  11.8171  2.8676  16.5189
Si  4.8381  6.3829  23.1806
Si  1.2029  1.1883  12.3102
Si  12.7692  5.8521  16.465
Si  7.8214  -4.8478  15.5338
Si  10.3717  7.338  11.6011
Si  3.6771  2.6642  15.7785
Si  5.1768  3.4915  18.4305
Si  10.2612  12.2334  18.8152
Si  9.2104  -1.4965  19.1258
Si  9.0287  1.6872  12.3262
Si  0.7179  7.6604  14.4333
Si  10.7776  5.3079  9.5096
Si  7.0264  10.4085  12.3541
Si  5.3823  0.5417  18.7432
Si  7.7387  2.1821  17.8821
Si  3.6072  3.195  12.8855
Si  5.4542  10.5812  9.6501
Si  4.7928  6.1709  20.2726
Si  13.2867  10.2284  14.335
Si  -0.9835  1.6166  23.5834
Si  4.8406  6.0304  12.5591
As  3.5726  9.4154  17.0766
Si  4.9165  11.7399  13.8653
Si  8.5157  3.047  9.6431
Si  2.2467  6.1405  21.8137
Si  6.3861  9.0367  23.4624
Si  -4.6485  -1.9276  20.2615
Si  -0.6484  -3.5359  16.995
Si  3.7036  7.9509  10.2734
Si  -0.2663  -0.1427  21.3228
Si  1.2244  9.4836  10.5241
Si  1.0711  3.9381  23.4274
Si  1.0959  -2.2469  22.8461
Si  8.9627  3.0831  15.1899
Si  7.5701  7.2489  12.6783
Si  4.7033  6.8194  15.6684
O  6.7721  3.4777  18.0764
O  8.0377  -3.872  14.2359
O  9.5986  -0.1251  18.3016
O  1.841  8.7382  13.9478
O  -0.1787  7.3006  13.1613
O  -0.0397  2.8208  23.0271
O  2.3547  8.4334  11.0415
O  -7.4697  3.6327  14.4683
O  6.3578  0.0934  13.7145
O  6.873  0.8176  18.1388
O  2.1904  2.0188  16.022
O  7.023  8.7822  12.4598
O  8.5295  0.1194  12.2822
O  8.7626  7.0574  11.5794
O  4.6657  8.467  16.0276
O  12.3949  10.9917  11.1365
O  4.7353  12.4286  15.3387
O  16.4118  -5.0418  21.7492
O  3.7916  10.5595  13.6532
O  6.4761  6.0494  12.4375
O  21.5311  3.1423  15.4561
O  -1.9746  2.2942  18.9694
O  4.8081  12.9767  19.1798
O  11.1569  6.0931  10.8839
O  12.5022  4.3041  16.868
O  1.5121  4.6844  22.0272
O  4.9994  4.8831  19.2739
O  4.4182  7.0609  11.4004
O  3.4561  6.1784  16.5499
O  19.6208  2.3837  13.7537
O  -1.0981  -1.3688  20.6287
O  8.9283  6.5326  16.6591
O  -0.2248  8.2538  15.6444
O  16.4082  7.6265  19.8437
O  2.4658  10.2166  15.9826
O  0.7194  6.5972  17.4204
O  -2.6213  2.1519  16.362
O  6.2277  -4.685  16.0233
O  4.2986  3.4759  17.0469
O  4.1442  4.5791  12.1938
O  4.5364  9.2665  9.8312
O  6.1154  -0.0026  11.0953
O  6.6838  9.1309  21.8539
O  0.3449  2.0156  17.7905
O  9.6292  0.6185  22.3388
O  3.2282  6.2576  23.1092
O  8.1993  4.5334  15.1779
O  0.1454  0.9753  20.1903
O  -1.0253  8.2573  18.3002
O  4.7383  12.9495  12.7697
O  5.2295  7.9017  23.628
O  4.4465  -4.3643  14.066
O  1.2307  7.4173  21.818
O  8.2315  2.4963  11.1471
O  12.3552  6.2653  14.9291
O  2.8385  -2.3076  18.2877
O  9.6941  4.1443  9.7712
O  2.2307  2.4913  12.2766
O  -0.2129  8.8085  10.9466
O  15.4414  -0.1151  17.5087
O  5.4139  10.3711  19.9389
O  3.1611  6.2355  20.4601
O  1.059  10.1282  22.0254
O  12.2345  0.415  13.7687
O  -3.3093  -1.8588  19.3241
O  10.6388  1.7647  12.0903
O  -0.3143  -2.36  23.6702
H  -1.088  -2.7009  23.1988

Results
free energy: -140533.840 eV
free energy less fixed offsets of As -4856.12, H -15.97, O -568.88, Si -635.61 eV per atom: 6.850 eV

Forces (eV/angstrom), in the order of the atoms: element, x, y, z
Si  -0.124  0.0817  0.2469
Si  0.0068  -0.0092  0.0105
Si  0.0004  0.0034  0.0829
Si  0.0622  -0.0812  -0.0194
Si  0.0117  0.0009  0.0315
Si  -0.0565  0.0447  0.1361
Si  0.1016  -0.1818  0.1344
Si  -0.028  0.0016  0.0673
Si  -0.0344  -0.0021  -0.029
Si  0.0063  -0.0403  0.0123
Si  0.0048  0.0071  -0.0151
Si  0.0323  0.0017  0.0078
Si  0.0182  0.0157  -0.039
Si  0.0074  0.0035  -0.0297
Si  0.0147  -0.0031  -0.0155
Si  -0.0042  0.0451  -0.0292
Si  -0.0049  0.0161  0.059
Si  0.0229  -0.0188  0.0019
Si  0.0195  -0.0303  -0.011
Si  -0.0388  0.0169  0.0255
Si  0.0213  -0.0111  0.0066
Si  0.0026  0.0429  0.0436
Si  -0.0042  -0.0112  0.0605
Si  0.0011  -0.0154  0.003
Si  0.2351  -0.2748  0.2955
Si  -0.1098  -0.109  -0.1309
Si  0.1936  0.5211  0.2384
Si  -0.0373  -0.1359  0.0721
Si  -0.1209  -0.022  -0.3784
Si  0.1532  -0.0677  0.1069
Si  0.0398  0.02  -0.0504
Si  -0.3311  -0.0933  0.0513
Si  0.0052  -0.024  -0.0339
Si  -0.0587  0.0014  0.0502
Si  0.0193  0.0119  -0.0465
Si  -0.0246  0.0209  0.0189
Si  0.0745  0.0888  0.0295
Si  0.0029  -0.0443  -0.0419
Si  -0.0676  -0.0113  -0.0059
Si  -0.0179  -0.0425  -0.052
Si  -0.036  0.0161  -0.0101
Si  0.0187  -0.061  -0.0232
Si  -0.0112  -0.006  -0.011
Si  0.0468  0.0018  -0.0385
Si  -0.0418  -0.0221  -0.0113
Si  0.0231  0.0285  -0.0109
Si  0.0395  0.0297  -0.0296
Si  0.0042  -0.0018  -0.0159
Si  0.026  -0.0607  0.0026
Si  -0.0051  0.0426  0.0209
Si  -0.0436  0.0263  0.0213
Si  0.0358  -0.0139  0.0228
Si  -0.0415  0.0486  0.0151
Si  0.0176  -0.0525  0.0016
Si  0.0245  0.0058  0.0264
Si  -0.0416  0.0063  0.0196
Si  -0.0755  -0.0325  -0.0156
Si  0.0687  -0.0319  0.0129
Si  0.0343  -0.0168  0.0207
Si  0.0341  0.0934  0.0043
Si  0.0235  -0.053  0.0175
Si  -0.0337  0.0075  -0.0059
Si  -0.0264  0.099  0.013
Si  0.0348  -0.0418  0.0132
Si  0.3073  0.2628  -0.4365
Si  -0.2149  -0.0119  0.1792
Si  0.0703  -0.0238  -0.1095
Si  0.0098  0.0739  0.1355
Si  -0.0089  0.0917  0.1209
Si  -0.0212  -0.0796  -0.1797
Si  0.0868  0.0025  0.2009
Si  -0.175  -0.1644  -0.2762
Si  -0.0033  0.0091  -0.0188
Si  -0.0018  0.0049  -0.0008
Si  -0.0003  0.0014  -0.011
Si  -0.0091  0.008  0.0029
Si  0.0015  0.0007  -0.0013
Si  -0.0067  0.0029  -0.0146
Si  -0.0084  0.0087  0.0028
Si  0.0072  -0.0045  -0.0091
Si  0.017  -0.0254  -0.0061
Si  -0.0142  0.0084  0.006
Si  0.0057  0.0181  0.0123
Si  0.0192  -0.0179  -0.0136
Si  -0.0146  0.0135  0
Si  0.0177  -0.0193  -0.0126
Si  0.0081  -0.0045  -0.0013
Si  0.0002  0.0089  0.009
Si  -0.0012  -0.0082  0.0084
Si  -0.0318  0.0354  -0.0462
Si  -0.041  0.0016  -0.061
Si  0.0266  -0.0091  -0.0203
Si  -0.0002  0.0334  -0.0344
Si  0.0182  -0.0201  -0.0266
Si  0.016  -0.0156  -0.042
Si  -0.051  0.0231  -0.065
O  -0.0059  -0.0029  -0.0366
O  -0.0047  -0.0003  -0.0294
O  0.0139  -0.0124  0.058
O  0.0237  -0.0244  0.028
O  0.0092  0.0094  -0.0156
O  0.0433  -0.0269  -0.0551
O  0.0092  -0.0128  0.0334
O  0.0077  -0.0072  0.0378
O  0.0077  -0.0141  0.016
O  0.0175  0.0058  0.0146
O  0.0063  -0.0063  0.0067
O  -0.0041  0.0002  0.0285
O  0.0132  -0.0039  0.0071
O  -0.0173  0.0277  0.0377
O  -0.0064  0.0077  0.0242
O  -0.0191  0.0102  0.0297
O  -0.0158  0.012  -0.0299
O  -0.0182  0.0054  -0.0259
O  -0.0252  0.0243  -0.1127
O  -0.0182  0.0179  -0.0343
O  0.0036  0.0246  -0.083
O  0.0068  -0.0077  -0.0065
O  -0.0264  0.0298  -0.1202
O  0.012  -0.0256  -0.018
Si  0.0056  0.0016  -0.0059
Si  0.0015  0.0078  0.0106
Si  -0.004  -0.0024  0.0033
Si  0.0039  0.0035  -0.0028
Si  -0.0059  0.0005  -0.0004
Si  0.0091  -0.0057  0.018
Si  -0.003  -0.0014  0.0063
Si  0.006  -0.0033  -0.0015
Si  -0.0062  -0.0004  -0.0075
Si  -0.0046  -0.0016  -0.0091
Si  -0.0073  0.0145  0.003
Si  0.0072  0.0001  -0.0061
Si  -0.0065  -0.0237  0.0075
Si  -0.02  0.0069  -0.0032
Si  -0.0106  -0.0039  -0.0212
Si  -0.0091  -0.0053  -0.0088
Si  -0.0002  -0.0042  0.0043
Si  -0.0154  0.0119  0.0178
Si  -0.0003  0.0023  -0.0103
Si  -0.0084  -0.0098  0.0101
Si  -0.0261  0.0694  -0.0506
Si  -0.0112  0.0167  0.0075
As  0.0141  -0.011  0.0173
Si  -0.0038  -0.0013  -0.0025
Si  0.0025  0.0151  0.0107
Si  -0.01  -0.0081  -0.0029
Si  0.003  0.0062  -0.0032
Si  -0.0059  0.0084  0.0057
Si  -0.0037  -0.0052  0.0009
Si  -0.0011  -0.01  -0.0052
Si  -0.0189  0.0107  -0.0081
Si  0.0216  -0.0081  -0.0029
Si  -0.0109  -0.0089  -0.001
Si  0.0015  -0.0027  0.004
Si  -0.005  -0.0027  -0.0068
Si  0.0006  0.0006  0.0131
Si  -0.0022  0.016  -0.0016
O  -0.0045  0.0017  0.0052
O  -0.0019  -0.0007  -0.0036
O  -0.0016  -0.0024  0.0072
O  -0.0083  0.0056  0.0088
O  0.0032  0.004  -0.0015
O  0.0053  0.0114  0.0057
O  -0.0179  0.0049  -0.0015
O  -0.0018  0.0024  -0.0068
O  -0.0018  0.0038  0.0049
O  0.0058  0.0031  0.0056
O  0.0012  0.0015  0.0063
O  0.0043  -0.0078  -0.0033
O  0.0036  -0.0061  -0.0011
O  -0.0068  0.0003  -0.0055
O  0.0074  -0.0271  -0.0094
O  -0.0054  0.0033  -0.0007
O  0.0034  -0.0027  0.0029
O  -0.0054  -0.0023  0.0034
O  0.0009  0.0047  0.0015
O  0.0001  0.0015  -0.003
O  -0.0082  -0.0005  0.0039
O  0.0042  0.0004  0.0054
O  -0.0017  0.0128  0.0126
O  -0.0001  0.0143  0.0069
O  -0.005  -0.0065  0.004
O  0.0099  0.0131  -0.0088
O  -0.0021  -0.005  0.0032
O  0.0109  -0.0184  0.013
O  -0.0023  -0.005  0.0023
O  0.0017  0.0005  0.0066
O  0.0005  -0.0062  0.0065
O  -0.0001  0.0031  0.0018
O  0  0.0055  -0.0024
O  -0.0019  -0.0089  0.0068
O  -0.0186  0.0171  -0.0368
O  -0.0011  -0.0011  0.0007
O  0.0053  0.006  0.0011
O  0.0048  -0.0054  0.0038
O  -0.0003  -0.0018  0.0042
O  -0.0016  -0.0027  -0.0027
O  -0.005  0.004  -0.0091
O  0.0135  -0.0014  0.0094
O  -0.001  -0.0043  -0.0081
O  -0.0016  0.0032  0.0034
O  0.0047  -0.0308  -0.0282
O  0.0072  -0.0039  0.0036
O  0.0019  -0.0026  0.0025
O  0.0015  0.002  0.0057
O  -0.0023  0.0013  0.0009
O  0.0012  -0.0002  -0.003
O  0.0079  -0.0064  -0.0009
O  0.0075  -0.0133  -0.0137
O  0.0023  -0.0048  0.0019
O  0.0013  -0.0109  0.0157
O  -0.0063  0.0022  -0.0029
O  -0.0103  -0.0131  0.0174
O  0.0023  0.0039  -0.0178
O  0.0022  0.0013  0.0011
O  -0.0088  0.0021  -0.005
O  0.0122  0.0215  0.0201
O  0.0023  0  0.0084
O  0.0079  -0.0017  0.0044
O  0.004  0.0041  0.0099
O  0.0028  0.0059  -0.0036
O  0.0081  -0.0001  0.0048
O  0.0016  -0.0042  -0.0011
O  0.0738  0.0541  0.0625
H  -0.0707  -0.0491  -0.0552

The program warned: the cutoff lies below the one the program advises for these potential files; the exchange-correlation potential is rough where the density is thin.
